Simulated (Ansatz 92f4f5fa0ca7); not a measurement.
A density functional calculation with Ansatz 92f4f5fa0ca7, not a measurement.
Periodic cell of 224 atoms, Si133O89H1N1, from a study of silicon, its oxide and their interface. The atomic structure is a simulated model.
Doubt: the cutoff is far below the 930 eV that the study's wrapper takes by default for these files, so forces and energies are approximate.
This geometry differs little from another in the collection (a relaxation step or a small displacement).

Settings
functional: PBE
potential files: Ansatz PAW
basis: plane waves
wave-function cutoff: 580 eV
density cutoff ratio: 5
exchange-correlation grid ratio: 1
k mesh: 1 x 1 x 1, Gamma-centred
self-consistency stop: 5e-08 eV per atom in the density residual
occupations: fixed
spin: none
net charge: 0

Cell vectors (angstrom)
a	10.938	0	0
b	0	10.938	0
c	0	0	32.3528

Atoms and the computed forces on them: element, x, y, z (angstrom), force x, y, z (eV/angstrom)
Si	0.3407	-0.3005	24.7578	0.0022	-0.005	-0.0019
Si	5.2886	0.2887	25.0664	0.0003	0.0041	-0.0245
Si	3.0749	2.4727	25.0273	0.0034	0.0022	0.0111
Si	7.9434	2.9241	25.0156	-0.0051	-0.0001	-0.0106
Si	-0.203	5.6573	24.785	-0.0049	0.0071	-0.0028
Si	5.7538	5.1659	24.9061	0.0008	-0.0024	-0.0032
Si	2.6212	8.3958	24.6536	-0.0043	0.0031	-0.0086
Si	8.4918	7.8977	24.8287	0.001	-0.0026	-0.0029
Si	1.4069	1.2891	26.1793	0.0045	-0.004	-0.002
Si	6.8329	1.4042	26.3937	0.0042	-0.0011	0.0016
Si	4.1776	4.0865	26.2949	-0.0006	-0.003	-0.0031
Si	9.6033	4.1083	26.1851	-0.0022	0.0033	0.0027
Si	1.4189	6.8405	26.0624	-0.0017	0.0011	0.0031
Si	6.897	6.7924	26.181	0.0053	-0.0038	-0.0009
Si	4.1	9.5286	26.1575	-0.0039	0	0.0043
Si	9.649	9.5263	26.1143	0.005	-0.0036	-0.0019
Si	2.7557	-0.0483	27.5799	0.0002	0.0007	-0.0019
Si	8.2645	-0.051	27.5536	-0.0036	0.0035	0.0026
Si	0.0259	2.7016	27.5302	-0.0009	0.0018	0.0016
Si	5.4723	2.7478	27.6931	-0.0022	0.0022	0.0019
Si	2.7341	5.4814	27.5329	0.0002	0.0006	-0.0008
Si	8.2336	5.4459	27.5887	-0.0005	0.0004	-0.0033
Si	0.0484	8.1727	27.5341	0.0004	-0.001	-0.0015
Si	5.4924	8.1753	27.5275	-0.0008	0.0009	0.0022
Si	4.1018	1.3673	28.9346	-0.2516	-0.2892	0.4179
Si	9.5708	1.3673	28.9346	0.1613	-0.1002	-0.1458
Si	1.3673	4.1018	28.9346	0.027	-0.0244	-0.3129
Si	6.8362	4.1018	28.9346	0.3239	0.2754	0.6523
Si	4.1018	6.8362	28.9346	0.0157	0.0157	-0.2218
Si	9.5708	6.8362	28.9346	0.2197	0.0311	-0.0342
Si	1.3673	9.5708	28.9346	0.0013	-0.18	0.0867
Si	6.8362	9.5708	28.9346	0.108	-0.1601	-0.2501
Si	0	0	30.3018	0.0148	0.0155	-0.0189
Si	5.469	0	30.3018	-0.0418	0.0688	-0.0117
Si	2.7345	2.7345	30.3018	-0.0167	-0.0569	0.0045
Si	8.2035	2.7345	30.3018	-0.0511	0.0786	-0.0005
Si	0	5.469	30.3018	-0.0627	0.0319	-0.0127
Si	5.469	5.469	30.3018	0.0671	0.0185	0.0042
Si	2.7345	8.2035	30.3018	-0.0337	0.0551	-0.0176
Si	8.2035	8.2035	30.3018	-0.0036	0.0092	-0.0164
Si	1.3673	1.3673	31.6691	-0.0236	-0.0041	-0.0004
Si	6.8362	1.3673	31.6691	0.0424	-0.0652	-0.0163
Si	4.1018	4.1018	31.6691	0.0223	0.0049	-0.0199
Si	9.5708	4.1018	31.6691	0.0358	-0.0456	-0.0153
Si	1.3673	6.8362	31.6691	0.092	-0.03	-0.0274
Si	6.8362	6.8362	31.6691	-0.0196	-0.0091	-0.0085
Si	4.1018	9.5708	31.6691	0.0013	-0.0466	-0.0229
Si	9.5708	9.5708	31.6691	-0.0125	0.0246	-0.0158
Si	2.7345	0	0.6835	0.0601	-0.0048	-0.0148
Si	8.2035	0	0.6835	-0.0525	0.0475	0.0069
Si	0	2.7345	0.6835	-0.0237	0.0246	0.0493
Si	5.469	2.7345	0.6835	-0.0445	0.0428	0.0401
Si	2.7345	5.469	0.6835	-0.0922	0.0366	0
Si	8.2035	5.469	0.6835	0.009	-0.0126	-0.0189
Si	0	8.2035	0.6835	-0.0231	0.0041	0.0312
Si	5.469	8.2035	0.6835	0.0284	0.0224	0.0439
Si	4.1018	1.3673	2.0507	-0.1143	-0.1445	0.0167
Si	9.5708	1.3673	2.0507	-0.0095	-0.1423	-0.0151
Si	1.3673	4.1018	2.0507	0.1499	0.0393	-0.0094
Si	6.8362	4.1018	2.0507	0.0602	0.0602	0.0231
Si	4.1018	6.8362	2.0507	-0.0233	-0.0603	0.0141
Si	9.5708	6.8362	2.0507	-0.1237	-0.0979	0.0045
Si	1.3673	9.5708	2.0507	0.0702	0.079	0.0031
Si	6.8362	9.5708	2.0507	0.0923	0.0373	0.0107
Si	0	0	3.418	-0.0259	0.3311	-0.3728
Si	5.469	0	3.418	0.0689	0.187	-0.0182
Si	2.7345	2.7345	3.418	-0.2573	0.1178	-0.1329
Si	8.2035	2.7345	3.418	-0.1133	0.1099	0.3709
Si	0	5.469	3.418	-0.2036	-0.2026	0.1311
Si	5.469	5.469	3.418	0.0017	-0.0794	0.1514
Si	2.7345	8.2035	3.418	0.0525	0.031	0.0012
Si	8.2035	8.2035	3.418	-0.05	-0.0556	-0.304
Si	1.2218	1.4994	4.7713	-0.0011	0	-0.0008
Si	6.7991	1.3911	4.825	-0.0002	-0.0005	0.0037
Si	4.1333	4.0294	4.7925	-0.0016	0.0026	0.0033
Si	9.5393	4.113	4.8532	0.003	0	0.0016
Si	1.3663	6.8215	4.7633	0.0013	0.0006	0.0032
Si	6.7967	6.8955	4.7839	0.0022	-0.0034	0.0015
Si	4.0776	9.6198	4.7712	0.0022	-0.0002	0.0019
Si	9.605	9.5508	4.7179	-0.0034	0.0044	0.0044
Si	2.6711	0.1441	5.9661	-0.0027	0.0013	0.002
Si	8.1816	-0.074	6.0341	0.005	-0.0015	-0.0061
Si	-0.1764	2.7234	6.3829	-0.0012	-0.0027	0.0003
Si	5.4363	2.6854	6.3355	-0.0012	0.0029	0
Si	2.6704	5.3636	6.0621	0.0046	-0.003	-0.002
Si	8.167	5.5315	6.1613	-0.0045	0.0021	0.0008
Si	0.0411	8.227	6.1097	-0.0027	-0.0031	-0.0034
Si	5.3976	8.2565	6.183	-0.002	0.0008	-0.0047
Si	3.6736	1.5534	7.5646	-0.0026	-0.0007	0.0054
Si	9.6165	0.895	7.61	0.0004	-0.0002	0.0055
Si	1.5285	3.909	7.5595	0.0025	-0.0024	0.0009
Si	6.5338	4.4511	7.4901	-0.0029	0.0009	0.004
Si	4.1982	6.589	7.3122	-0.0032	-0.0053	0.0053
Si	9.3724	7.1544	7.4182	-0.0018	-0.0003	0.0029
Si	1.1958	9.9032	7.2945	0.0008	0.0124	0.011
Si	7.0751	9.3631	7.4429	0.0058	0.0038	0.0107
O	9.6055	6.7796	24.2931	0.0003	-0.0044	0.0024
O	4.178	1.3668	24.4628	0.006	-0.0071	0.0036
O	8.1963	8.2194	7.886	-0.0004	-0.0007	-0.0022
O	2.648	2.7773	8.0298	0.0003	0.0005	-0.0012
O	6.8592	4.0287	24.4131	0.0032	-0.0016	0.0034
O	1.4672	9.5259	24.2123	0.0014	0.0023	0.0029
O	5.366	5.5569	7.8416	0.0017	-0.0004	-0.0026
O	0.0076	-0.0366	7.8349	0.0036	-0.0065	-0.0044
O	7.089	4.0466	8.9793	0.0001	0.0007	-0.0032
O	6.7094	10.2161	8.8288	-0.0031	-0.0042	-0.0063
O	10.1966	6.708	8.7757	-0.0014	0.0007	-0.0015
O	2.0764	9.579	8.6379	-0.0047	-0.0017	-0.0066
O	3.8973	0.6349	8.9424	0.0007	0.0047	-0.0052
O	1.055	4.7148	8.9331	0.0005	-0.0013	-0.0018
O	8.8759	0.7876	9.1129	0.0013	0.0004	-0.0034
O	3.3876	7.1415	8.6156	0.0012	-0.0016	-0.0065
O	7.7632	8.5209	23.4828	0.0003	0.0008	0.001
O	8.5428	2.057	23.7698	-0.0012	0.0031	0.0048
O	5.0851	5.773	23.5367	0.0001	-0.0009	0.0024
O	2.4839	3.2652	23.734	0.0006	-0.0033	-0.0038
O	10.6181	0.4129	23.4172	0.0008	-0.0008	0.0011
O	0.4233	4.9377	23.4251	-0.002	0.0023	0.0028
O	3.3749	7.7831	23.2813	-0.0033	0.0027	0.0062
O	6.1722	10.6577	23.8228	-0.0052	0.0015	0.0107
Si	9.5553	2.5287	19.9448	-0.0015	0.0004	-0.0003
Si	5.6062	6.6906	19.6497	0.0005	-0.0006	-0.0007
Si	7.9635	3.449	14.5583	-0.0002	-0.0003	-0.0005
Si	13.3409	3.2388	13.3622	-0.0001	-0.0005	0.0003
Si	4.6944	1.4489	13.5864	-0.0006	0.0001	-0.0007
Si	5.0119	7.2276	14.3135	0	0.0002	-0.0011
Si	4.0016	5.4796	12.2659	0.0001	-0.0002	0.0002
Si	4.0087	6.4439	22.5177	0.0028	-0.0016	0.0008
Si	9.6199	10.7063	14.3918	-0.0005	-0.0008	0
Si	6.8107	5.5649	12.62	-0.0013	0.0005	0.0006
Si	7.3497	1.9289	12.1832	-0.0004	0.0006	0.0007
Si	3.312	13.5072	17.8487	0	0	-0.0013
Si	7.9928	4.3741	10.284	0.0001	-0.001	0.0021
Si	9.234	7.8587	14.6895	-0.0007	0	0.0001
Si	7.5401	0.4983	18.486	-0.0005	0.0001	-0.0007
Si	9.7807	5.184	16.2524	-0.0006	-0.0002	-0.0015
Si	7.6823	9.6623	16.3138	0.0006	-0.0006	-0.0023
Si	2.2118	11.3392	12.434	-0.0004	0.0008	0.0003
Si	8.0014	15.8458	18.804	-0.0004	0.0002	-0.0012
Si	12.4804	13.455	20.0842	0.0008	-0.0014	-0.0019
Si	-1.6511	1.0707	22.7259	0	0.0035	0.0018
Si	4.9288	10.045	15.4065	-0.0002	0.0003	-0.0014
Si	2.842	10.9202	19.2314	-0.0005	0.0001	-0.0009
Si	5.5571	9.6589	20.1133	-0.0009	0.0009	0.0008
Si	10.7492	5.4677	9.6817	-0.0028	-0.0013	0.0014
Si	7.0947	9.8368	22.7862	-0.0056	0	0.0036
Si	6.275	13.8281	17.039	-0.0005	0.0004	-0.0015
Si	-3.1242	-0.1937	9.9327	0.002	-0.0004	0.0003
Si	1.7627	4.2947	16.104	-0.0007	0.0003	-0.0013
Si	-1.7176	9.1439	12.0091	-0.0007	0.0002	0.0012
Si	1.0212	8.8993	14.2678	-0.0013	0.0012	-0.0001
Si	3.4657	7.6415	10.1521	-0.0014	-0.0011	0.0021
Si	1.7429	4.2718	22.7145	0.0001	0.0019	0.0009
Si	2.5824	9.1252	16.9489	-0.001	0.0014	-0.0015
Si	13.9939	10.3663	9.6862	-0.0017	0.0015	0.0016
Si	4.0245	6.4166	17.0766	-0.0003	0.0002	-0.0019
Si	11.6672	-3.4768	11.7066	-0.0007	0.002	0.0021
O	5.1012	6.6822	15.8586	-0.0006	0.0001	0.0008
O	3.7387	2.659	14.1195	-0.0005	-0.0002	0.0001
O	6.6417	3.2253	15.4848	-0.0006	0.0001	0.0011
O	3.9733	10.0896	20.078	0.0007	-0.0007	0
O	4.2144	6.452	10.9695	-0.0008	0.0005	0
O	1.3295	3.3428	21.4574	-0.0015	0.0009	-0.0023
O	4.0772	9.1739	10.2206	0.0016	0.0027	0.0007
O	-3.3886	-5.2236	11.1519	0.0003	-0.0009	-0.0011
O	10.6376	-2.273	11.3889	0.0002	-0.0004	-0.0003
O	9.2337	3.781	15.5451	-0.0007	-0.0001	0.0009
O	5.4328	4.7154	12.3891	-0.0009	0.0001	0.0002
O	3.5521	10.21	16.2237	-0.0007	0.0009	0.0004
O	6.3516	6.9214	13.4188	-0.0004	-0.0001	0.0004
N	10.3496	9.1776	14.7613	-0.0013	-0.0008	-0.0001
O	6.072	9.648	16.4778	-0.0005	-0.0001	0.0011
O	9.776	6.3823	15.127	-0.0004	-0.0002	0.0007
O	13.7627	4.3421	12.2028	-0.0003	0.0008	0
O	6.7342	1.3722	17.3709	-0.0002	-0.0007	0.001
O	1.7198	8.5545	15.6958	-0.0006	-0.0003	0.0006
O	1.9587	9.8953	18.2688	-0.0002	0.0002	0.0003
O	14.2553	7.8085	17.5343	0.0003	-0.0014	0.0018
O	4.6934	14.0859	17.2515	-0.0006	0	0.0007
O	8.6636	12.3721	19.1567	0.0001	0.0004	0.0005
O	5.8334	2.1192	12.6869	0.0003	0.0001	0
O	8.2444	2.1331	13.5881	-0.0006	-0.0005	-0.0004
O	2.7536	5.4469	22.2267	0.0007	0.0005	0.0003
O	8.8989	14.9672	19.86	0.0002	-0.0007	0.0003
O	2.0688	10.9562	10.8578	0.0008	-0.001	-0.0018
O	-3.1474	4.7599	13.6267	-0.0003	0.0006	-0.0003
O	10.624	11.8718	14.9026	-0.0088	0.0285	0.0035
O	7.8726	3.1222	11.2654	0.0009	0.0022	-0.0019
O	8.7324	7.9741	13.0963	-0.0004	0.0001	-0.0004
O	2.747	14.1895	19.2395	-0.0009	0.0002	0.0009
O	12.4829	4.0448	14.494	-0.0006	0.0001	0.0004
O	8.2818	10.8157	22.2353	-0.0005	0.0004	-0.0006
O	12.9459	7.7791	10.8047	-0.0004	-0.0005	-0.0002
O	12.5697	1.9338	12.707	-0.0006	-0.0007	0.0002
O	8.1646	10.7041	15.1473	-0.0011	0.0004	0.0002
O	4.7774	16.8737	18.4464	-0.0002	0.0002	0.0014
O	8.2738	10.1607	17.7532	-0.0007	0.0004	0.0009
O	5.317	11.4912	14.782	-0.0009	0	0.0002
O	3.8193	0.4243	12.6806	-0.0003	0.0002	0.0002
O	7.0015	14.8241	18.0661	-0.0001	0.0003	0.0009
O	-1.5776	10.6107	12.7586	-0.0011	0.0002	-0.0007
O	9.7058	2.0035	21.4744	-0.0011	-0.0017	0.001
O	5.7878	8.2753	19.2778	-0.0007	0.0006	0.0006
O	2.9321	5.3483	16.524	-0.0005	0	0.0008
O	-2.609	-1.5666	10.6696	-0.0011	0.0016	-0.0008
O	6.4572	21.831	19.5623	-0.0002	-0.0001	0.0004
O	12.0207	7.5472	13.31	0	-0.0007	-0.0012
O	6.084	9.3481	21.6205	0.0028	0.002	0.0023
O	2.1408	2.8341	16.7397	-0.0004	-0.0002	0.0008
O	7.1062	16.9309	19.6559	-0.0008	0.0004	0.0002
O	7.244	11.5806	11.2053	-0.0006	-0.0001	-0.0006
O	8.9348	16.5066	17.6107	-0.0006	0.0002	0.0009
O	1.9277	0.9063	20.244	-0.0008	0.0006	0.0002
O	3.7703	-4.4923	13.5771	-0.0009	-0.0001	0
O	8.0874	8.1629	15.8216	-0.0008	-0.0001	0.0012
O	0.1826	6.0032	11.1887	-0.0012	-0.0021	-0.0011
O	4.7913	8.8464	14.2933	-0.0006	-0.0002	0.0004
O	11.0506	13.5253	19.2913	-0.0007	0.0002	0.0008
O	4.7943	6.6428	21.0874	-0.0021	-0.0001	0.0013
O	1.5852	10.2011	13.4337	-0.0006	0.0007	0.0004
O	11.3101	4.8872	16.701	-0.0003	0	0.0007
O	3.5923	1.0152	18.2131	-0.0006	0.0001	0.0008
O	9.5422	4.3981	9.8095	-0.0009	0.0015	0.0001
H	10.3346	12.7975	14.8879	0.0097	-0.0267	-0.0036

Results
free energy: -135567.224 eV
free energy less fixed offsets of H -15.97, N -385.13, O -568.88, Si -635.61 eV per atom: 0.326 eV

The program warned: the cutoff lies below the one the program advises for these potential files; the forces do not sum to zero within the program's tolerance; the exchange-correlation potential is rough where the density is thin.
